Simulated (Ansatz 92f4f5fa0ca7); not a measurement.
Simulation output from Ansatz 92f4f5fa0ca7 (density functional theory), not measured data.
Periodic cell of 226 atoms, Si133O92As1, from a study of silicon, its oxide and their interface. The atomic structure is a simulated model.
Doubt: the cutoff is low for norm-conserving oxygen, so forces and energies are approximate.
Doubt: the program's own warning below bears on the result.

Settings: functional HSE06; potential files SPMS norm-conserving; basis plane waves; wave-function cutoff 800 eV; density cutoff ratio 4; exchange-correlation grid ratio 1; k mesh 1 x 1 x 1, Gamma-centred; occupations fixed; spin none; net charge +1 e, with a uniform compensating background and no finite-size correction.

Cell vectors (angstrom)
a, 10.938, 0, 0
b, 0, 10.938, 0
c, 0, 0, 31.9494

Atoms: element, x, y, z (angstrom)
Si, 10.6229, -0.0016, 24.4026
Si, 5.0776, 0.1192, 24.6533
Si, 2.8231, 2.29, 24.5155
Si, 8.5678, 2.439, 24.551
Si, 10.7095, 5.5856, 24.3216
Si, 5.1578, 5.6134, 24.4355
Si, 2.9873, 7.9555, 24.3946
Si, 8.4143, 7.828, 24.4028
Si, 1.292, 1.1264, 25.8232
Si, 6.8149, 1.3279, 25.7306
Si, 3.984, 4.0082, 25.7159
Si, 9.6866, 4.0236, 25.8407
Si, 1.3374, 6.7936, 25.6602
Si, 6.8028, 6.7201, 25.7398
Si, 4.002, 9.4636, 25.9483
Si, 9.4793, 9.4389, 25.7874
Si, 2.6318, -0.1356, 27.2731
Si, 8.1377, -0.0745, 27.1336
Si, 0.0799, 2.6497, 27.1915
Si, 5.4495, 2.725, 27.0996
Si, 2.6716, 5.4143, 27.0967
Si, 8.1895, 5.3676, 27.124
Si, 0.0034, 8.1498, 27.1186
Si, 5.5123, 8.1376, 27.1735
Si, 4.0941, 1.309, 28.4796
Si, 9.5355, 1.3294, 28.4884
Si, 1.3715, 4.0735, 28.5482
Si, 6.8068, 4.06, 28.5153
Si, 4.0833, 6.7721, 28.4818
Si, 9.5553, 6.7781, 28.4744
Si, 1.3054, 9.4645, 28.6129
Si, 6.8234, 9.5329, 28.5566
Si, -0.0867, -0.0676, 29.8844
Si, 5.4567, -0.0149, 29.8951
Si, 2.8112, 2.7527, 29.8546
Si, 8.1791, 2.7013, 29.872
Si, -0.0177, 5.4456, 29.8886
Si, 5.4587, 5.4464, 29.8826
Si, 2.7372, 8.1319, 29.9086
Si, 8.2233, 8.1723, 29.8749
As, 1.3658, 1.3729, 31.2524
Si, 6.8224, 1.3654, 31.262
Si, 4.1237, 4.0919, 31.2945
Si, 9.5371, 4.0898, 31.2394
Si, 1.3536, 6.8071, 31.2765
Si, 6.8286, 6.8428, 31.2461
Si, 4.0926, 9.5507, 31.2493
Si, 9.5413, 9.5342, 31.3105
Si, 2.774, -0.0221, 0.7272
Si, 8.189, 0.012, 0.6796
Si, -0.0361, 2.7877, 0.7292
Si, 5.4927, 2.7462, 0.7137
Si, 2.7372, 5.4652, 0.6847
Si, 8.2046, 5.4938, 0.675
Si, 0.0148, 8.2022, 0.715
Si, 5.4795, 8.2234, 0.6939
Si, 4.1097, 1.4025, 2.0862
Si, 9.5901, 1.3405, 2.0535
Si, 1.3691, 4.152, 2.0798
Si, 6.8433, 4.1604, 2.0569
Si, 4.0955, 6.8544, 2.041
Si, 9.574, 6.8447, 2.0775
Si, 1.3529, 9.6124, 2.0829
Si, 6.8317, 9.6247, 2.061
Si, 0.0263, 0.0448, 3.4976
Si, 5.485, 0.0409, 3.4684
Si, 2.7145, 2.7746, 3.4263
Si, 8.2629, 2.7967, 3.3481
Si, 0.022, 5.525, 3.4912
Si, 5.4733, 5.5373, 3.4351
Si, 2.7496, 8.2463, 3.4046
Si, 8.2406, 8.2919, 3.3968
Si, 1.3748, 1.4633, 4.866
Si, 6.9141, 1.4865, 4.7326
Si, 4.0636, 4.1653, 4.7663
Si, 9.6038, 4.0851, 4.7976
Si, 1.3677, 6.9859, 4.8496
Si, 6.8376, 6.9974, 4.7402
Si, 4.0975, 9.5789, 4.8049
Si, 9.6169, 9.5806, 4.8547
Si, 2.7569, 0.0383, 6.1474
Si, 8.2939, 0.13, 6.0987
Si, 0.0172, 2.8066, 6.3244
Si, 5.5151, 2.8456, 6.0736
Si, 2.7543, 5.6022, 6.1436
Si, 8.2535, 5.6055, 5.962
Si, 0.0474, 8.3131, 6.3818
Si, 5.5019, 8.3087, 6.2357
Si, 4.422, 1.1908, 7.3314
Si, 9.8094, 1.1562, 7.6355
Si, 1.1798, 4.5151, 7.515
Si, 6.6446, 4.5475, 7.2528
Si, 4.3242, 6.7117, 7.5495
Si, 9.7252, 6.6206, 7.5093
Si, 1.281, 9.9463, 7.7117
Si, 6.7214, 9.9758, 7.4208
O, 9.5825, 1.2396, 23.9792
O, 4.1038, 6.8038, 23.9435
O, 4.0159, 1.2364, 24.0254
O, 9.536, 6.6974, 23.8952
O, -0.0268, 5.5557, 8.015
O, 5.5706, 0.1374, 7.9102
O, 0.0716, 0.0949, 8.146
O, 5.5352, 5.6177, 7.8755
O, 7.6116, 3.9559, 8.4234
O, 8.7187, 7.0584, 8.7564
O, 2.1849, 9.4625, 9.0358
O, 8.8923, 1.6808, 8.9282
O, 7.631, 9.4855, 8.7035
O, 3.5955, 1.8383, 8.5843
O, 3.5793, 7.2286, 8.9437
O, 2.0729, 4.0283, 8.8167
O, 8.1351, 3.5008, 23.3646
O, 0.4577, 4.9321, 22.9507
O, 1.8945, 2.7409, 23.2426
O, 5.8299, 4.9085, 23.1097
O, 5.5301, 9.9703, 23.5128
O, 2.4426, 8.6976, 23.0233
O, 0.1889, 10.0613, 23.0827
O, 7.7872, 8.5698, 23.0659
Si, 8.66, 7.6989, 18.4366
Si, 8.7883, 6.364, 13.635
Si, 3.7956, 1.5433, 14.741
Si, 2.1407, 5.7506, 17.6247
Si, 2.4211, 3.1438, 19.4818
Si, 9.818, 9.037, 12.0853
Si, 1.3315, 9.4204, 22.0629
Si, 9.1755, 0.9698, 13.1971
Si, 1.4236, 5.0588, 13.0316
Si, 1.7953, 8.258, 12.8237
Si, 6.6472, 9.5471, 22.4143
Si, 4.5297, 4.6045, 15.7104
Si, 8.2139, 3.0269, 9.5955
Si, 0.8426, 8.2444, 19.2548
Si, 6.95, 1.3471, 21.0856
Si, 8.2308, 8.3249, 9.6843
Si, 10.8902, 5.2091, 15.6092
Si, 7.5719, 9.5047, 16.3172
Si, 9.932, 2.0563, 20.2909
Si, 3.22, 8.5168, 9.9262
Si, 6.6989, 3.3441, 17.4024
Si, 1.1682, 0.2112, 19.7956
Si, 3.2358, 2.8198, 12.3072
Si, 7.2213, 5.3909, 19.6733
Si, 5.7494, 8.6787, 11.554
Si, 5.7878, 6.0806, 13.2071
Si, 4.6352, 9.7032, 17.6207
Si, 1.0232, 3.5963, 22.1593
Si, 4.8995, 1.4812, 18.7934
Si, 3.1997, 3.0939, 9.5287
Si, 6.454, 10.8295, 13.7949
Si, 10.3526, 0.1199, 15.9705
Si, 5.6638, 3.6656, 11.1643
Si, 9.8468, 3.9051, 11.9105
Si, 2.3449, 9.9266, 15.5477
Si, 6.0753, 8.1149, 19.7919
Si, 6.9356, 3.9717, 22.3602
Si, 9.7563, 2.7787, 17.3602
O, 7.1983, 6.3848, 13.9774
O, 1.8851, 7.0592, 18.6778
O, 10.2899, 4.044, 16.5309
O, 6.1681, 9.9604, 17.055
O, 10.1503, 0.7057, 14.4667
O, 8.448, 6.1153, 18.8505
O, 5.174, 0.6939, 14.4366
O, 5.7207, 2.0511, 17.5155
O, 8.3505, 1.9391, 20.5628
O, 1.9921, 4.301, 18.4014
O, 6.9658, 2.8122, 10.6419
O, 4.8717, 2.7124, 12.2209
O, 6.0327, 4.3949, 16.3468
O, 4.571, 3.9239, 9.9368
O, 10.6877, 2.7755, 21.5539
O, 9.726, 6.1669, 14.969
O, 6.0084, 6.4791, 19.8364
O, 4.0824, 0.167, 18.2818
O, 9.2588, 10.5585, 12.2706
O, 2.8562, 4.3634, 12.7098
O, 1.9117, 10.7071, 21.2095
O, 3.9975, 2.7202, 19.3789
O, 0.7314, 10.0437, 15.9628
O, 1.2792, 9.8031, 18.8357
O, 1.7117, 1.6667, 19.2702
O, 8.9429, 10.3951, 16.5
O, 4.8735, 8.5776, 18.7878
O, 9.5818, 8.7559, 10.4877
O, 6.7541, 4.077, 18.8556
O, 2.8426, 1.7215, 13.4118
O, 5.8223, 8.7631, 21.2614
O, 2.546, 2.4532, 10.8786
O, 7.6209, 4.8497, 21.1673
O, 5.2119, 7.4864, 12.5585
O, 0.4355, 9.073, 12.5018
O, 7.5839, 1.0663, 13.5753
O, 7.1124, 9.6419, 14.7451
O, 8.9794, 5.036, 12.6978
O, 8.0942, 8.041, 16.911
O, 6.215, 2.5701, 21.904
O, 2.4624, 9.0725, 14.1108
O, 0.4293, 4.4959, 11.8637
O, 0.8167, 8.3135, 20.9321
O, 9.3943, 3.8393, 10.3491
O, 9.659, 2.3897, 12.5281
O, 7.6212, 8.558, 19.3958
O, 2.553, 8.173, 11.371
O, 3.978, 3.0638, 15.3786
O, 0.8322, 4.4897, 14.4394
O, 10.0471, 2.9975, 18.9559
O, 9.1448, 7.8091, 12.9442
O, 10.5158, 0.5361, 20.078
O, 6.0326, 5.0522, 11.9368
O, 8.1569, 2.7414, 17.0067
O, 3.5398, 5.4837, 16.7313
O, 4.6719, 9.1361, 10.3853
O, 1.5343, 6.6794, 13.1856
O, 4.7616, 5.4956, 14.3461
O, 2.056, 3.8515, 20.9196
O, 10.5561, 1.4146, 16.9474
O, 0.9517, 6.0761, 16.5521
O, 7.3261, 10.9506, 21.9423
O, 5.9337, 0.9104, 19.9127
O, 6.0681, 10.0391, 12.4073
O, 2.8497, 0.5485, 15.6088
O, 7.0528, 8.0247, 10.7784
O, 10.245, 8.0177, 18.6886
O, 3.4464, 9.1964, 16.577

Results
free energy: -58941.829 eV
free energy less fixed offsets of As -2657.37, O -447.96, Si -113.29 eV per atom: -4.569 eV
gap between the highest filled and lowest empty level on this k mesh: 1.076 eV

The program warned: the cutoff lies below the one the program advises for these potential files; the model core charge is not resolved on the grid; the forces do not sum to zero within the program's tolerance; the exchange-correlation potential is rough where the density is thin.
